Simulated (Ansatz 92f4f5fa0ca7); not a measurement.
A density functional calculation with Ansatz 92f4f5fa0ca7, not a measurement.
Periodic cell of 148 atoms, Si92O56, from a study of silicon, its oxide and their interface. The atomic structure is a simulated model.

Settings: functional r2SCAN; potential files Ansatz norm-conserving; basis plane waves; wave-function cutoff 1300 eV; density cutoff ratio 4; exchange-correlation grid ratio 1; k mesh 2 x 2 x 1, shifted by 0.5 0.5 0.5 of a step; self-consistency stop 5e-08 eV per atom in the density residual; occupations Fermi-Dirac, 0.05 eV; spin none; net charge 0.

Cell vectors (angstrom)
a	10.88	0	0
b	0	10.88	0
c	0	0	21.5691

Atoms and the computed forces on them: element, x, y, z (angstrom), force x, y, z (eV/angstrom)
Si	0.4689	-0.1337	-0.3024	-0.0943	-2.7222	-0.4391
Si	3.4379	1.798	-0.4052	2.0113	0.181	-0.5326
Si	-1.0112	4.58	-0.783	2.2086	3.5823	0.956
Si	2.9184	7.9101	-0.3792	0.4579	0.0105	0.1653
Si	5.5169	-0.1645	-0.5667	-0.7329	0.7162	1.7708
Si	9.3384	4.2475	1.4364	-0.127	-0.3906	0.08
Si	6.4559	4.8255	-0.837	0.3751	-2.5567	2.713
Si	10.1863	7.8992	-1.086	-0.1128	1.3354	-0.6207
Si	2.1153	0.6901	1.0105	-1.3518	0.1063	1.2119
Si	4.7768	3.7302	0.882	-0.5606	-0.4715	-2.1578
Si	2.105	5.969	0.7757	0.2847	-0.2081	-0.5042
Si	4.962	8.4493	0.5279	-0.2764	0.5459	-1.535
Si	6.455	1.8473	1.8499	0.8566	0.4473	-0.346
Si	8.0029	2.7696	0.1894	-5.2024	4.3559	4.3214
Si	6.7049	6.9795	1.4422	1.5589	-1.075	-1.0123
Si	8.3852	8.6499	1.0975	-0.7048	-1.4008	1.0612
Si	-0.0072	2.8404	2.5373	0.2451	-2.6203	-0.1878
Si	3.5182	-0.5278	2.56	-0.9006	-0.1855	1.0326
Si	0.0267	7.683	2.7322	2.3662	-1.4865	0.229
Si	3.0665	4.8587	2.6602	0.8928	0.9334	-0.0613
Si	4.7784	3.2449	3.1697	1.2731	-0.7853	0.8851
Si	7.9219	0.162	3.0035	0.4136	-0.4837	-1.4015
Si	5.0276	8.2665	2.793	0.3292	0.7383	1.4482
Si	7.9618	5.3954	2.9813	0.6075	1.8628	-1.2284
Si	1.4463	3.8396	3.9374	-0.8185	0.4765	1.6595
Si	4.0318	1.2127	4.1071	0.2026	-0.2151	0.9304
Si	1.7826	9.1528	3.8891	-0.9043	0.0112	-1.0503
Si	3.842	6.6419	4.1393	1.1011	-0.6842	-0.412
Si	6.7603	4.0618	4.2899	-1.6349	-0.104	0.0702
Si	9.8085	1.1472	4.1093	-0.267	0.5056	-2.0867
Si	7.0108	9.3331	4.2052	-1.6839	0.4381	0.5939
Si	9.4923	6.6312	4.3643	0.9423	-1.0173	-0.2362
Si	0.4275	-0.3215	5.1368	-0.804	0.5845	0.4233
Si	2.4474	2.4168	5.5381	1.4448	0.9316	-0.4859
Si	-0.0432	5.0483	5.5694	0.606	0.9637	-0.0536
Si	2.4952	7.7963	5.6382	1.7949	1.0641	-0.522
Si	5.6872	0.0392	5.5846	-1.0925	-1.6934	-1.1615
Si	8.376	2.6357	5.0543	-0.8864	-0.3646	2.3608
Si	5.358	5.4967	5.6682	0.2797	-0.381	-1.2624
Si	8.49	8.2236	5.7311	-2.1848	-1.3883	-0.7143
Si	1.0924	1.1131	6.8411	1.2763	-0.5462	0.6474
Si	3.9893	3.9879	6.8076	-0.1261	-0.8811	0.186
Si	1.2724	6.5186	7.0309	-2.0671	-0.2781	0.2588
Si	4.246	9.2524	6.6984	-0.4495	0.7094	0.0893
Si	7.1686	1.3401	6.7243	-0.2013	0.9937	1.0056
Si	9.3332	3.77	6.8744	-0.0276	0.9529	0.7766
Si	6.8175	6.7609	6.9007	0.7863	0.8522	1.0447
Si	9.8556	9.695	6.7284	0.5257	-0.773	1.6243
Si	-0.2752	2.3472	8.3028	0.8469	0.6914	1.5956
Si	2.7179	-0.3409	7.942	-0.4742	0.1936	0.9149
Si	-0.0842	8.1006	8.4194	0.3807	-1.6733	-1.1605
Si	2.6893	5.2439	8.3187	0.0681	-0.3782	0.5598
Si	5.4464	2.6299	8.1708	-0.7728	0.157	0.0748
Si	8.6643	0.1835	8.2403	-0.628	0.482	0.3151
Si	5.4668	8.0901	8.3437	-0.6931	-0.6921	-1.17
Si	7.9	5.3606	8.4809	2.0024	0.3517	-2.5708
Si	1.4402	3.699	9.6806	-0.5979	-0.4083	0.2918
Si	3.6074	0.8286	9.822	-1.0469	-2.3672	1.0583
Si	1.6084	9.1787	9.591	0.1886	0.1127	-0.3392
Si	3.8608	6.8626	9.5539	0.6048	-1.2256	-0.1031
Si	6.4453	4.1372	9.5624	-0.7823	-0.7651	0.3545
Si	9.3784	1.2833	10.2562	-1.3544	1.6	-1.5096
Si	6.6512	9.1917	9.9174	1.4894	1.8943	-0.6862
Si	9.5066	6.4757	9.7857	-0.0536	2.3263	-1.3438
Si	0.4794	0.0633	11.7112	0.4948	1.6573	0.204
Si	2.0516	1.8287	11.3529	-0.2776	-0.9136	-2.0135
Si	-0.0392	5.0863	10.8947	-2.9865	-3.5095	-2.131
Si	3.2567	8.3059	11.192	-0.978	3.0979	0.1608
Si	5.1498	-0.5276	11.1502	-0.2747	0.2156	0.5854
Si	7.9464	3.2802	10.9758	1.6298	-0.9706	2.3271
Si	5.4292	5.7562	10.8443	0.2391	0.5583	-0.1619
Si	8.0079	7.7367	11.1146	-0.5284	-0.4399	1.5634
Si	3.5911	3.0077	13.6896	2.1799	-0.833	-0.746
Si	6.7942	3.2155	14.0134	-0.4633	-2.2687	1.5674
Si	2.0248	8.9681	13.1673	-0.9	-0.6838	0.9291
Si	7.7664	4.61	15.6358	-0.9208	-0.7713	1.3379
Si	4.6043	-1.4761	14.8779	3.5566	1.0863	0.1403
Si	6.8646	6.1309	17.9206	-4.108	-1.7269	0.4564
Si	17.6203	11.2302	13.8182	-1.6463	-0.6294	0.9446
Si	1.2626	-4.8227	13.5482	-0.2787	5.6101	-2.5998
Si	2.3348	-5.5057	18.4939	-1.7282	0.8365	0.1257
Si	2.7137	4.6216	15.5198	-2.4184	-0.3586	2.2491
Si	3.7671	5.2914	13.2616	2.1548	-0.2536	0.3242
Si	8.9749	7.0603	16.3363	-0.2123	0.9271	-2.574
Si	8.4763	2.904	18.39	-1.5338	-0.4975	0.1722
Si	1.9316	4.169	20.4116	3.0659	0.8268	0.0296
Si	6.965	0.2752	19.2629	2.2197	0.8989	0.6017
Si	5.2632	8.8401	17.8743	-1.4991	1.1824	1.3833
Si	11.2325	7.5455	17.7985	3.3243	-0.5268	1.5943
Si	9.7226	0.886	19.9634	-0.645	-0.6013	-0.4951
Si	14.1067	-2.9658	18.7921	1.0103	0.9361	0.4181
Si	7.3142	8.46	14.0754	2.0902	1.5854	2.1028
O	3.7041	-4.5558	-2.9131	-1.8101	-0.0163	0.3883
O	4.0686	0.498	-1.3236	1.7721	0.4553	2.2906
O	2.9701	2.8469	-1.5511	-2.1194	1.3118	0.4835
O	5.988	0.6725	0.8529	-2.2107	-1.6695	-1.8822
O	0.8549	6.7454	1.529	-1.1674	0.6564	1.7632
O	-7.8124	3.0415	-6.3516	-1.7253	0.9765	0.1529
O	0.9576	12.5679	1.7019	-0.2395	1.3193	0.1669
O	1.181	7.7552	-7.667	-0.7779	-2.1559	-0.905
O	10.3745	6.3015	-0.8184	-0.7568	-0.6652	-0.4914
O	8.1432	-0.7526	1.5606	-0.4823	2.8803	0.361
O	8.9109	1.9288	-0.6454	2.8675	-3.6095	-1.3778
O	11.4311	-1.8759	-0.5884	-1.448	-0.289	-0.1373
O	8.8823	4.1423	-1.9489	-0.912	-0.9655	-3.0531
O	7.0793	6.0513	-0.0453	0.0112	1.1779	1.0967
O	8.7556	8.4425	-0.4307	1.7465	-0.4562	-1.9218
O	10.2003	8.2189	-2.7375	0.3929	-0.2004	2.1195
O	-1.0349	0.6168	11.6897	-0.6519	0.3808	0.096
O	5.2034	2.8269	13.9613	-0.574	0.846	-0.2468
O	3.0315	1.8695	12.6816	0.1765	1.1191	1.1451
O	7.4249	-0.4636	9.0553	-1.3611	-1.7368	0.3876
O	-1.5476	4.1074	11.2282	1.7842	1.2145	-0.2358
O	0.2737	5.6596	12.2917	1.5419	1.0638	4.4405
O	6.6018	17.7723	10.8314	0.2587	-0.48	0.9234
O	0.3816	10.0057	10.4045	0.7849	-0.0403	0.1804
O	6.2452	0.2779	12.2482	-1.1396	-0.038	-0.6207
O	6.2045	-0.7731	18.3646	-1.1119	-1.8093	-2.1322
O	7.349	1.7164	14.4964	-0.2194	-0.551	-0.9861
O	7.2331	3.4162	12.5514	1.675	0.3582	-4.2145
O	6.5135	5.2544	16.489	-0.2403	2.607	1.3853
O	8.1581	7.8464	12.8411	-0.7364	-1.1194	-1.7441
O	5.6946	8.3688	14.2187	1.1845	-0.9258	-0.7365
O	4.3228	2.1666	9.4334	2.8046	2.483	-2.3094
O	5.2452	-0.0177	14.6183	1.6316	0.5438	-0.6941
O	3.6948	5.6974	14.8972	1.8038	0.1919	-1.5846
O	5.1308	-5.283	12.4605	0.2924	-0.623	0.1568
O	6.0103	-3.3912	18.319	1.7601	-1.3236	-1.5734
O	0.6647	5.9928	18.2367	2.0229	-0.258	-0.0382
O	1.1743	5.2502	14.9028	1.7998	-2.0389	0.5419
O	6.9751	1.8374	18.693	2.707	1.4628	-0.0909
O	8.1164	3.5324	16.8818	2.2342	-0.9342	1.9325
O	11.8219	-0.5587	13.1239	1.6518	-2.2064	-0.1136
O	8.8813	5.7626	15.2417	-0.083	-0.2878	1.5142
O	6.4866	5.0768	19.179	0.0603	1.1884	-2.8035
O	13.6305	6.3191	12.6339	-2.9712	-1.2738	0.5232
O	14.1279	9.1555	14.2364	-3.1058	0.3851	-1.2353
O	-1.1817	-2.5358	23.5514	0.1757	0.3603	-0.6452
O	4.6088	-1.7177	16.4398	0.5227	-0.6474	1.0292
O	7.8358	-0.8532	13.9708	-1.6086	0.6776	0.2285
O	1.9749	-2.811	17.7211	-1.7508	0.6727	0.4852
O	2.7367	4.7664	17.0942	-0.4929	-1.3476	-1.2186
O	8.3719	6.5165	17.759	2.2649	0.6948	-0.5005
O	0.4198	3.8104	20.6415	-2.0089	-1.3675	-0.4404
O	7.9992	8.1669	15.6273	-0.6453	-1.1179	-1.0208
O	10.464	7.756	16.4428	-1.6735	-1.2833	-1.4654
O	9.7488	1.9034	18.6881	0.1466	1.235	-1.9384
O	8.596	-0.1689	19.4346	-1.419	-0.1395	0.261

Results
free energy: -36789.836 eV
free energy less fixed offsets of O -463.61, Si -117.95 eV per atom: 23.724 eV
pressure: -0.80 GPa
stress xx, yy, zz, yz, xz, xy (GPa, positive in tension): 0.67, 0.45, 1.27, 0.36, 0.82, 0.07
